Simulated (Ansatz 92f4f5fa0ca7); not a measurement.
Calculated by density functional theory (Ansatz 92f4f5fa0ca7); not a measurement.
Periodic cell of 171 atoms, Si99O72, from a study of silicon, its oxide and their interface. The atomic structure is a simulated model.

Settings
functional: r2SCAN
potential files: Ansatz norm-conserving
basis: plane waves
wave-function cutoff: 1300 eV
density cutoff ratio: 4
exchange-correlation grid ratio: 1
k mesh: 2 x 2 x 1, shifted by 0.5 0.5 0.5 of a step
self-consistency stop: 5e-08 eV per atom in the density residual
occupations: Fermi-Dirac, 0.05 eV
spin: none
net charge: 0

Cell vectors (angstrom)
a 11.5403 0 0
b 0 11.5403 0
c 1.1751 -0.9679 21.6794

Atoms: element, x, y, z (angstrom)
Si -0.1876 6.4286 0.33
Si -0.3587 9.489 0.731
Si -0.0658 0.9628 0.0707
Si 3.5357 6.2725 0.5293
Si 3.2252 9.3212 0.4722
Si 3.7413 13.1194 0.3026
Si 7.2944 6.5809 0.3344
Si 7.3494 9.6244 0.8212
Si 7.5167 12.6702 0.3104
Si 1.598 5.8109 1.7674
Si 1.5491 9.4774 2.0464
Si 1.7136 1.5198 1.5885
Si 5.4987 5.9815 1.7727
Si 5.271 9.6771 1.8508
Si 5.6191 1.8868 1.663
Si 9.3161 5.8917 1.5206
Si 9.2802 9.5611 2.0695
Si 9.5234 1.6987 1.4474
Si 1.5977 7.5774 3.3188
Si 1.6811 11.423 3.2476
Si 1.6328 3.6711 2.8416
Si 5.4127 7.7698 3.247
Si 5.4626 11.5877 3.1472
Si 5.5766 3.8851 2.9303
Si 9.3068 7.5833 3.2288
Si 9.4004 11.5617 3.1762
Si 9.3912 3.7949 2.7479
Si -0.3353 7.6393 4.6178
Si -0.2559 11.4504 4.5684
Si -0.2795 3.7647 4.241
Si 3.5271 7.6569 4.6375
Si 3.6014 11.4923 4.5747
Si 3.5748 3.7839 4.24
Si 7.3714 7.6966 4.5629
Si 7.4251 11.5448 4.487
Si 7.5122 3.8377 4.2528
Si -0.3091 5.6164 5.7655
Si -0.3197 9.5648 6.0117
Si -0.2399 1.9136 5.7481
Si 3.4953 5.615 5.764
Si 3.6192 9.5933 5.9812
Si 3.5785 1.9522 5.7537
Si 7.421 5.6752 5.7659
Si 7.3623 9.6361 5.904
Si 7.5143 1.9917 5.7365
Si 1.5762 5.5252 7.1621
Si 1.7086 9.5606 7.3646
Si 1.6605 1.8726 7.1259
Si 5.4463 5.7325 7.0822
Si 5.516 9.6158 7.3956
Si 5.5519 1.9517 7.0266
Si 9.3359 5.6242 7.152
Si 9.2089 9.6255 7.3645
Si 9.4309 2.0008 7.1474
Si 1.6585 7.4312 8.5242
Si 1.7988 11.611 8.655
Si 1.6397 3.6403 8.6034
Si 5.3803 7.5096 8.6566
Si 5.5853 11.7451 8.5669
Si 5.5001 3.826 8.3554
Si 9.0865 7.4939 8.544
Si 9.2948 11.7192 8.6056
Si 9.4842 3.8098 8.6373
Si -0.4188 7.957 9.5637
Si -0.2563 11.0748 9.7688
Si -0.1458 3.6005 10.2129
Si 3.4339 7.1167 10.0308
Si 3.7685 12.1777 9.9548
Si 3.6415 3.8298 9.7455
Si 7.2283 6.8879 10.0328
Si 7.4274 12.3232 9.9652
Si 7.4119 3.8236 9.6579
Si 5.0264 9.928 19.9207
Si 1.3165 1.3816 18.8743
Si 6.1663 7.7822 12.7667
Si 11.9103 4.1488 19.4303
Si 2.3959 0.264 13.8895
Si 6.2848 11.2591 17.7563
Si 6.9297 0.5594 15.0052
Si 0.1442 2.258 12.956
Si 5.1955 2.9706 20.2373
Si 5.2587 5.4271 14.1932
Si 0.3349 7.9864 17.0313
Si 0.7929 5.1658 12.597
Si 4.6432 2.4409 14.6335
Si 9.1691 6.9181 17.6302
Si 8.193 10.874 12.6741
Si 9.0081 4.4719 19.3122
Si 11.8527 7.6819 14.1188
Si 3.7657 9.6617 12.0148
Si 10.5637 9.3472 12.0724
Si 3.7141 3.1594 17.6453
Si 7.8181 1.7943 19.5554
Si 7.0862 7.111 15.5679
Si 2.5487 6.2198 14.4253
Si 0.6257 11.087 16.3906
Si 1.8345 5.4947 17.1583
Si 6.8526 8.485 18.1471
Si 9.83 0.8033 14.6883
O 0.284 2.5473 19.3035
O 7.4311 8.202 -0.0434
O -0.2847 7.5537 15.6017
O 5.6396 11.003 20.9925
O 7.0518 12.5141 18.3951
O 12.9258 4.6615 20.5884
O 3.8613 9.2331 20.8115
O 7.0833 10.9273 13.8802
O 3.4026 7.7913 -0.0993
O 7.4805 11.033 -0.0844
O 6.7313 2.5345 20.5029
O 10.4753 4.6292 19.9627
O 9.0255 5.3405 17.9421
O 3.6128 1.3589 13.9978
O 0.6737 0.482 17.699
O 3.1478 8.3619 11.1801
O 5.8682 8.6144 19.4258
O 8.0689 4.9728 20.5286
O -0.2869 9.546 9.1275
O 3.5949 5.4404 10.4075
O 6.5384 5.5979 15.2044
O -0.3619 2.3779 11.377
O -0.6673 8.0227 11.1865
O 13.4811 7.7329 14.3338
O 4.9813 3.0713 18.6318
O 11.1509 10.7126 11.392
O 9.4229 0.231 13.231
O 0.6947 9.5632 16.974
O 8.6306 7.0856 16.0884
O 4.1885 2.7041 16.169
O 7.326 5.2746 10.5136
O 7.3438 2.376 10.5346
O 6.2191 7.7628 16.8135
O 2.8495 -1.1351 13.175
O 4.0669 6.2567 14.9421
O 8.9591 9.4754 12.3562
O 7.079 7.7778 11.4247
O 5.1075 9.0169 12.693
O 4.7667 3.9076 13.9154
O 1.5452 0.5293 20.2324
O 1.8675 11.4073 15.3885
O -0.3333 10.8687 -0.2024
O 6.15 1.8629 14.4457
O 10.6236 2.1341 14.2132
O 1.6715 7.1139 17.4495
O 3.7328 2.25 10.5363
O -0.2862 8.0493 -0.1303
O 6.9856 7.9699 14.1845
O 2.3449 5.5987 12.9323
O 11.4284 6.3205 13.3223
O 3.6385 5.365 -0.8248
O 4.8934 10.8337 18.5298
O 4.0597 10.9197 11.0074
O 11.3416 9.067 13.4767
O 1.7237 5.3361 15.5393
O 7.3141 9.9983 17.7594
O -0.7747 11.372 15.598
O 8.4253 1.0249 15.4993
O 0.2734 4.9972 11.0616
O 1.2122 1.0377 13.0768
O 8.1531 7.6787 18.6313
O 8.7004 2.9538 18.8502
O 7.4832 11.4077 11.3336
O 4.3293 1.8124 20.9817
O 3.1933 4.7197 17.6244
O 5.5267 6.267 12.8267
O 0.7506 3.7109 13.2882
O 10.6226 7.5713 17.9832
O 2.615 2.1203 18.2311
O 7.5671 1.8261 -1.194
O 0.6255 4.7582 17.9387
O 5.9689 0.0386 16.2056

Results
free energy: -45072.911 eV
free energy less fixed offsets of O -463.61, Si -117.95 eV per atom: -15.941 eV
pressure: -1.84 GPa
stress xx, yy, zz, yz, xz, xy (GPa, positive in tension): -0.24, 3.61, 2.16, -0.11, -0.08, -0.38

Forces (eV/angstrom), in the order of the atoms: element, x, y, z
Si 0.0738 0.4006 -0.6131
Si -0.2133 -0.1563 -0.5195
Si 0.0784 -0.3815 -0.4659
Si 0.0104 0.0078 -0.529
Si -0.0978 -0.3191 -0.1163
Si 0.0514 0.3114 -0.1765
Si -0.1547 0.2373 -0.6486
Si 0.066 0.0932 -0.9091
Si 0.036 -0.3494 -0.6727
Si 0.082 0.0681 -0.1408
Si -0.0995 0.0306 -0.3841
Si 0.1181 0.0518 -0.229
Si 0.0356 -0.0198 -0.2329
Si -0.1813 -0.2009 -0.5345
Si 0.1165 -0.135 -0.2802
Si 0.0534 0.1458 -0.2651
Si 0.2104 -0.0172 -0.3249
Si -0.1469 -0.1345 -0.0853
Si 0.0891 -0.1099 0.2274
Si -0.0169 0.0935 0.2511
Si 0.077 -0.0155 -0.1897
Si -0.1034 -0.0757 0.1818
Si -0.0645 0.2539 0.2584
Si -0.0578 0.0087 -0.0783
Si -0.0179 -0.0842 0.1542
Si 0.1146 0.1015 0.1535
Si -0.0262 -0.0531 -0.1651
Si -0.0088 -0.0354 0.0813
Si -0.137 0.0364 0.054
Si 0.0303 -0.0596 0.1154
Si 0.0401 0.0176 -0.0511
Si 0.0913 0.052 -0.0557
Si -0.0061 -0.0182 0.0665
Si 0.1092 -0.0714 -0.0078
Si 0.0098 0.0574 -0.051
Si -0.0583 -0.0014 0.0816
Si 0.0364 -0.0317 -0.0256
Si 0.0758 0.0548 0.275
Si -0.0525 0.059 -0.0292
Si 0.1496 -0.0112 0.087
Si -0.2776 -0.007 0.1622
Si 0.0718 -0.1159 -0.0246
Si -0.1224 0.0225 -0.0059
Si 0.3362 0.0163 0.1816
Si -0.1762 -0.0066 -0.0275
Si 0.0141 0.1224 0.0583
Si 0.1179 -0.0768 -0.1564
Si 0.122 -0.1353 0.0731
Si -0.1224 -0.0541 -0.2212
Si -0.0105 -0.0671 0.2961
Si -0.0104 -0.0001 -0.2633
Si -0.0005 0.2129 -0.0209
Si -0.2211 -0.0327 -0.2431
Si 0.0161 -0.2093 -0.0592
Si -0.3291 0.0327 0.3167
Si -0.0484 0.0012 0.3856
Si -0.3201 0.153 0.1503
Si 0.116 0.0541 0.2164
Si 0.1164 0.0595 0.0158
Si 0.1013 0.0625 0.245
Si 0.001 0.0296 0.2899
Si 0.0621 -0.1066 0.3104
Si 0.172 -0.0109 0.2979
Si 0.0572 -0.0555 -0.2126
Si -0.1417 -0.2794 -0.0311
Si -0.0261 0.2097 0.0781
Si -0.0678 -0.2802 -0.0418
Si -0.1486 0.1933 0.0173
Si 0.1466 -0.0331 0.4277
Si 0.194 -0.0185 0.3255
Si 0.1433 0.1538 0.6026
Si -0.1655 -0.0789 0.7458
Si 0.089 0.0609 -0.6504
Si -0.1685 0.1039 -0.3992
Si 0.1992 -0.2179 0.475
Si -0.1682 0.0912 -0.3623
Si 0.1059 0.1132 0.5232
Si 0.172 -0.022 -0.5238
Si -0.1684 0.287 0.1655
Si -0.0519 0.0507 0.5791
Si -0.0137 0.1824 -0.266
Si 0.0438 -0.1712 0.3929
Si 0.0533 0.0559 0.042
Si -0.0036 0.0677 0.4604
Si 0.2026 0.0071 0.1428
Si 0.1861 0.1183 -0.0514
Si -0.066 0.1382 0.2904
Si 0.1363 0.1413 -0.472
Si -0.0792 0.124 0.438
Si 0.035 0.1285 0.2677
Si 0.0769 -0.0229 0.6531
Si -0.0532 0.174 -0.2998
Si 0.0487 0.0045 -0.3497
Si 0.1553 -0.1333 0.1773
Si 0.0956 0.1808 0.5522
Si -0.1138 -0.268 -0.0135
Si 0.0681 0.2064 -0.0324
Si 0.3452 -0.059 -0.1274
Si -0.0855 -0.0183 0.4356
O 0.1719 0.0758 0.0389
O -0.1387 -0.2554 0.5276
O 0.2457 0.0438 -0.1746
O -0.3059 0.123 0.1647
O 0.0277 0.0084 0.3985
O -0.2778 0.1191 0.3412
O 0.2614 -0.0419 0.436
O 0.3503 0.0761 -0.2963
O 0.0329 0.0475 0.5657
O -0.1837 0.2548 0.7169
O -0.0832 -0.0173 -0.0036
O 0.0833 -0.1027 -0.0695
O -0.0437 -0.0933 0.527
O -0.1656 -0.1008 -0.0733
O 0.1896 0.1816 0.2457
O 0.2449 -0.4151 -0.1652
O -0.0068 0.431 0.1204
O 0.1703 0.0799 0.3241
O -0.017 0.1305 0.4082
O -0.1095 -0.0377 -0.1884
O -0.219 0.3333 -0.2463
O 0.1462 0.5448 -0.426
O 0.1073 0.2076 -0.2053
O -0.2763 -0.4336 -0.2504
O 0.0205 -0.0845 0.5036
O 0.0175 -0.0428 -0.5718
O -0.1427 -0.1244 -0.0991
O -0.0815 0.0208 -0.1576
O -0.2486 0.0613 0.2501
O -0.0352 0.0537 0.0598
O 0.0458 0.1803 -0.5815
O 0.1267 -0.1576 -0.7886
O 0.3422 0.0126 -0.0138
O 0.2165 -0.1315 -0.5073
O -0.0655 -0.1722 -0.4659
O 0.1265 0.0905 -0.1446
O -0.0121 -0.3207 -0.2943
O -0.1445 -0.0096 -0.2583
O 0.0043 0.1564 0.013
O -0.1666 -0.1503 0.5741
O -0.0973 0.0632 -0.2777
O 0.2176 0.4168 0.4781
O -0.1486 -0.1757 0.0667
O 0.2419 -0.2126 -0.4431
O -0.2549 -0.3292 -0.1901
O -0.099 0.0116 -0.4649
O 0.0989 -0.2057 0.6435
O -0.282 -0.1612 -0.3373
O -0.3534 0.0152 -0.1331
O 0.344 -0.032 -0.2381
O 0.0301 -0.206 0.1217
O 0.2024 -0.272 0.5704
O -0.1877 0.1748 0.1398
O -0.1648 -0.0609 -0.4595
O 0.1518 0.1748 -0.1223
O -0.4489 -0.0103 0.1876
O 0.0781 0.1836 -0.1466
O -0.0251 -0.2047 -0.3809
O -0.0908 -0.4478 -0.0006
O -0.0917 0.0819 -0.1512
O -0.2337 0.0451 -0.1642
O -0.1625 0.0295 0.3199
O 0.0206 0.2053 -0.1977
O 0.2927 -0.2486 0.1174
O -0.1653 -0.2818 0.0013
O -0.0045 0.2539 -0.0174
O 0.0046 0.0576 -0.2626
O -0.1484 -0.1635 -0.181
O -0.0453 0.0341 0.169
O -0.2136 0.0045 0.4222
O 0.1251 -0.1622 0.4419
O 0.2477 -0.003 0.1153
